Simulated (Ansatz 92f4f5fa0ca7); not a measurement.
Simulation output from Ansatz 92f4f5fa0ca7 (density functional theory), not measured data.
Periodic cell of 294 atoms, Si194O100, from a study of silicon, its oxide and their interface. The atomic structure is a simulated model.
Doubt: the cutoff is far below the 930 eV that the study's wrapper takes by default for these files, so forces and energies are approximate.

Settings: functional PBE; potential files Ansatz PAW; basis plane waves; wave-function cutoff 580 eV; density cutoff ratio 5; exchange-correlation grid ratio 1; k mesh 1 x 1 x 1, Gamma-centred; self-consistency stop 5e-08 eV per atom in the density residual; occupations fixed; spin none; net charge 0.

Cell vectors (angstrom)
a, 11.6015, 0, 0
b, 0, 10.938, 0
c, 0, 0, 41.6837

Atoms and the computed forces on them: element, x, y, z (angstrom), force x, y, z (eV/angstrom)
Si, 0, 0, 0.9665, -0.0064, 0.0163, -0.007
Si, 3.8672, 0, 0.9665, -0.0074, 0.0617, -0.0148
Si, 7.7343, 0, 0.9665, 0.0082, 0.0669, -0.0066
Si, 1.9336, 1.3673, 0.9665, -0.0014, -0.0291, 0.0016
Si, 5.8008, 1.3673, 0.9665, 0.002, -0.0813, -0.0039
Si, 9.6679, 1.3673, 0.9665, 0.009, 0.0132, 0.0178
Si, 0, 5.469, 0.9665, 0.0034, 0.0051, -0.0006
Si, 3.8672, 5.469, 0.9665, 0.0053, 0.0269, -0.0153
Si, 7.7343, 5.469, 0.9665, -0.0041, 0.0387, 0.0084
Si, 1.9336, 6.8362, 0.9665, -0.0048, -0.0341, -0.0139
Si, 5.8008, 6.8362, 0.9665, -0.0023, -0.0515, 0.018
Si, 9.6679, 6.8362, 0.9665, 0.0026, -0.0491, 0.0143
Si, 1.9336, 2.7345, 40.7166, 0.0116, 0.0471, -0.0208
Si, 5.8008, 2.7345, 40.7166, -0.0184, 0.1087, -0.0331
Si, 9.6679, 2.7345, 40.7166, 0.0059, -0.0487, 0.0195
Si, 0, 4.1018, 40.7166, -0.0017, 0.0085, 0.0359
Si, 3.8672, 4.1018, 40.7166, -0.0022, -0.0324, 0.0073
Si, 7.7343, 4.1018, 40.7166, 0.0013, -0.0236, 0.0204
Si, 1.9336, 8.2035, 40.7166, -0.0055, 0.0606, -0.015
Si, 5.8008, 8.2035, 40.7166, -0.0247, 0.0173, 0.0239
Si, 9.6679, 8.2035, 40.7166, -0.0008, 0.0011, 0.0429
Si, 0, 9.5708, 40.7166, -0.0106, -0.0174, -0.0099
Si, 3.8672, 9.5708, 40.7166, -0.0086, -0.09, -0.0363
Si, 7.7343, 9.5708, 40.7166, -0.0075, -0.0743, -0.0194
Si, 0, 0, 4.8337, -0.0004, 0.0569, 0.0081
Si, 3.8672, 0, 4.8337, 0.0308, 0.0821, -0.0344
Si, 7.7343, 0, 4.8337, 0.0709, -0.0572, 0.1185
Si, 1.9336, 1.3673, 4.8337, 0.0614, -0.0828, -0.1318
Si, 5.8008, 1.3673, 4.8337, 0.0455, -0.0552, 0.145
Si, 9.6679, 1.3673, 4.8337, -0.0867, -0.0538, -0.1299
Si, 0, 5.469, 4.8337, 0.0067, 0.0502, -0.1113
Si, 3.8672, 5.469, 4.8337, 0.0747, 0.0231, -0.1629
Si, 7.7343, 5.469, 4.8337, -0.0494, 0.0103, -0.0241
Si, 1.9336, 6.8362, 4.8337, 0.0264, -0.0892, -0.196
Si, 5.8008, 6.8362, 4.8337, 0.0631, -0.056, 0.1996
Si, 9.6679, 6.8362, 4.8337, 0.0148, -0.0875, 0.257
Si, 1.9336, 2.7345, 2.9001, 0.0042, 0.0182, -0.0204
Si, 5.8008, 2.7345, 2.9001, 0.0227, 0.0882, 0.003
Si, 9.6679, 2.7345, 2.9001, -0.0029, -0.0031, -0.009
Si, 0, 4.1018, 2.9001, 0.0104, 0.0011, -0.0081
Si, 3.8672, 4.1018, 2.9001, 0.0025, -0.0023, -0.0111
Si, 7.7343, 4.1018, 2.9001, 0.017, -0.0581, 0.0146
Si, 1.9336, 8.2035, 2.9001, 0.0169, -0.0107, -0.0236
Si, 5.8008, 8.2035, 2.9001, 0.0082, 0.0904, 0.032
Si, 9.6679, 8.2035, 2.9001, -0.006, 0.0883, 0.0407
Si, 0, 9.5708, 2.9001, 0.0054, -0.0085, -0.0071
Si, 3.8672, 9.5708, 2.9001, 0.0129, -0.0456, -0.0107
Si, 7.7343, 9.5708, 2.9001, -0.0002, -0.0754, 0.0181
Si, 1.6356, 0.1992, 28.896, -0.2266, 0.2185, 0.005
Si, 4.3271, -0.2787, 30.0046, -0.2603, -0.2175, -0.0181
Si, 8.0194, -0.0516, 31.0026, 0.4829, -0.486, -0.4077
Si, -1.3712, 0.6907, 31.7533, 0.0959, -0.1188, -0.0584
Si, 6.496, 1.7552, 30.7645, -0.3013, 0.2153, -0.0638
Si, 12.241, 1.8963, 31.2173, -0.1485, 0.181, -0.221
Si, 0.3076, 4.7767, 30.9045, -0.0423, -0.3485, -0.4615
Si, 4.6694, 6.3649, 31.5092, 0.1238, -0.087, -0.2032
Si, 8.7161, 6.2206, 31.5281, -0.3125, -0.0704, 0.2654
Si, 2.4232, 6.9533, 30.8069, 0.0025, 0.0678, -0.1005
Si, 6.7133, 6.2054, 30.2613, 0.0568, 0.0523, 0.1396
Si, 10.3324, 6.0973, 29.7682, 0.2386, -0.0614, 0.0494
Si, 1.9878, 2.8812, 32.9744, 0.0503, -0.0033, 0.2005
Si, 6.0589, 2.9124, 32.8064, -0.0073, 0.1553, 0.1863
Si, 9.8099, 2.6577, 33.1267, -0.1797, -0.0477, 0.16
Si, 0.0361, 4.1787, 33.1675, 0.0478, 0.0106, 0.0455
Si, 4.1032, 4.3037, 32.8324, -0.255, -0.0776, -0.0565
Si, 8.0523, 4.2692, 32.9474, 0.1373, -0.1088, -0.0744
Si, 1.6739, 8.274, 32.7824, 0.0228, -0.2336, -0.0831
Si, 5.5025, 8.0808, 33.0153, 0.2544, -0.1056, 0.0628
Si, 9.3891, 8.0393, 33.0235, -0.0984, 0.0079, -0.1035
Si, -0.3813, 9.6238, 32.9154, -0.1398, 0.0273, -0.1442
Si, 3.6603, 9.5241, 32.9628, -0.1431, 0.2834, -0.2172
Si, 7.5265, 9.4777, 32.8847, -0.12, -0.1466, 0.2458
Si, -0.0375, -0.0481, 34.9064, -0.1088, 0.0799, 0.1662
Si, 3.8398, 0.0812, 34.8092, -0.0724, 0.0551, -0.0105
Si, 7.6717, -0.0431, 34.8386, -0.0668, 0.1294, -0.0254
Si, 1.8919, 1.4128, 34.8687, 0.1832, -0.0557, -0.1615
Si, 5.8174, 1.4412, 34.7745, 0.127, 0.0256, -0.0881
Si, 9.6364, 1.3171, 35.0103, 0.0626, 0.0035, 0.1307
Si, -0.0275, 5.5702, 35.0191, -0.0243, 0.1082, -0.1031
Si, 3.8494, 5.4543, 34.8944, -0.0641, 0.031, -0.0535
Si, 7.7369, 5.4471, 34.981, 0.0259, 0.1391, -0.0324
Si, 1.9113, 6.9022, 34.8061, -0.1303, -0.0072, -0.0195
Si, 5.7736, 6.8155, 34.9827, 0.0698, -0.0205, -0.0899
Si, 9.602, 6.8641, 35.0303, 0.001, -0.0277, 0.0792
Si, 1.9049, 2.722, 36.8422, -0.0433, 0.0521, 0.0223
Si, 5.7693, 2.7114, 36.806, -0.0167, 0.0679, -0.0021
Si, 9.6447, 2.7435, 36.8853, -0.068, -0.1202, 0.0495
Si, -0.016, 4.1048, 36.8682, 0.0116, -0.059, -0.0238
Si, 3.832, 4.0957, 36.8408, -0.0184, -0.0685, -0.0294
Si, 7.6989, 4.0764, 36.8818, -0.0259, -0.1026, -0.0189
Si, 1.9532, 8.2064, 36.8115, 0.0463, 0.0814, -0.0543
Si, 5.7839, 8.2269, 36.8704, -0.0163, 0.0488, 0.0263
Si, 9.6499, 8.258, 36.9016, 0.0082, 0.0869, -0.0575
Si, 0.018, 9.5687, 36.863, 0.0433, -0.0044, -0.0155
Si, 3.8643, 9.6334, 36.7901, 0.0615, -0.1415, -0.0029
Si, 7.701, 9.5994, 36.8389, 0.0218, -0.0648, -0.0178
Si, 0, 0, 38.783, 0.0738, 0.0728, 0.071
Si, 3.8672, 0, 38.783, 0.0069, 0.0777, -0.1312
Si, 7.7343, 0, 38.783, -0.0472, 0.1843, -0.0516
Si, 1.9336, 1.3673, 38.783, -0.0526, -0.0538, 0.0177
Si, 5.8008, 1.3673, 38.783, -0.0699, -0.0526, -0.1501
Si, 9.6679, 1.3673, 38.783, -0.006, -0.0154, 0.2222
Si, 0, 5.469, 38.783, -0.0233, 0.0595, 0.0906
Si, 3.8672, 5.469, 38.783, -0.0279, -0.0223, -0.0356
Si, 7.7343, 5.469, 38.783, -0.0644, 0.0823, 0.0467
Si, 1.9336, 6.8362, 38.783, 0.1109, 0.0242, -0.2376
Si, 5.8008, 6.8362, 38.783, -0.0448, 0.0162, 0.064
Si, 9.6679, 6.8362, 38.783, -0.0265, -0.004, 0.1136
Si, 1.9656, 2.7447, 6.7384, -0.0063, 0.1094, 0.0584
Si, 5.8294, 2.7079, 6.8038, 0.0035, 0.0844, 0.0143
Si, 9.6649, 2.7379, 6.7427, 0.0001, 0.1857, 0.055
Si, 0.0082, 4.0743, 6.7303, -0.0467, -0.0108, -0.0424
Si, 3.9137, 4.0971, 6.7436, -0.0114, -0.0144, -0.0232
Si, 7.7356, 4.1402, 6.7957, 0.0105, -0.1436, 0.0072
Si, 1.9663, 8.2153, 6.7247, -0.0697, -0.0452, 0.0217
Si, 5.8234, 8.1873, 6.8072, 0.0121, 0.113, -0.0142
Si, 9.6991, 8.1692, 6.8207, 0.0873, 0.0962, -0.0412
Si, 0.0194, 9.5473, 6.743, -0.027, -0.0749, 0.0113
Si, 3.9074, 9.5623, 6.7513, 0.0703, -0.0833, 0.0968
Si, 7.7644, 9.5615, 6.7931, 0.0267, -0.136, 0.1233
Si, 0.0608, -0.0036, 8.6404, -0.0561, 0.0983, -0.0298
Si, 3.8944, -0.0773, 8.7231, -0.0741, -0.0086, -0.037
Si, 7.8057, -0.0111, 8.7522, 0.0116, 0.0758, 0.0352
Si, 1.9958, 1.3156, 8.605, 0.0396, -0.1563, -0.0279
Si, 5.844, 1.3251, 8.763, 0.1367, -0.0882, 0.1849
Si, 9.7524, 1.3719, 8.6549, 0.0833, -0.0971, 0.0074
Si, 0.0732, 5.3446, 8.6962, -0.0324, -0.0084, -0.118
Si, 3.9045, 5.4729, 8.6512, -0.0839, 0.0478, 0.0813
Si, 7.7581, 5.5946, 8.6989, 0.1336, 0.0283, 0.025
Si, 1.9417, 6.7957, 8.5996, 0.0786, -0.0614, -0.2015
Si, 5.7944, 6.9229, 8.8351, -0.0282, 0.0495, -0.0051
Si, 9.7781, 6.8262, 8.8175, -0.2059, -0.1327, 0.035
Si, 3.9001, 3.9552, 10.451, 0.3381, -0.0691, -0.0923
Si, 5.9373, 2.8109, 10.6438, -0.3132, -0.0154, -0.2002
Si, 9.7757, 2.8033, 10.5343, 0.137, -0.4926, -0.023
Si, 0.2699, 4.0064, 10.6771, 0.0858, 0.1068, 0.0699
Si, 2.1252, 2.3889, 10.6511, -0.1438, 0.0123, 0.1179
Si, 7.8982, 4.1174, 10.4828, -0.0372, 0.5666, 0.0637
Si, 3.6762, 9.5929, 10.7496, -0.052, 0.0611, 0.1031
Si, 5.7802, 8.3506, 10.8317, -0.1656, 0.0167, -0.0605
Si, 9.7191, 8.2798, 10.7507, 0.299, -0.1935, 0.3527
Si, -0.0015, 9.6397, 10.5997, 0.0754, 0.2181, 0.0059
Si, 1.7567, 8.0488, 10.5521, 0.1942, 0.0134, 0.0482
Si, 7.795, 9.5977, 10.7529, -0.3101, 0.3037, 0.0886
Si, 0.6008, -0.5658, 12.8253, -0.2952, -0.1659, 0.1424
Si, 2.7596, 0.4538, 12.255, -0.0654, 0.072, -0.1435
Si, 6.2262, 2.2629, 12.9259, -0.5172, 0.4062, 0.2266
Si, 4.107, 1.5849, 13.9077, 0.0327, 0.2437, -0.084
Si, 10.2775, 0.9655, 14.9084, 0.0897, -0.0695, 0.3586
Si, 8.1966, 1.0773, 12.7396, 0.0194, -0.1404, 0.1346
Si, 2.9987, 3.7157, 14.1394, 0.1468, -0.4787, 0.1311
Si, 3.3075, 5.1282, 12.3289, 0.1882, 0.2291, -0.0414
Si, 7.678, 4.9776, 13.4574, 0.1167, -0.1071, 0.1349
Si, 1.2177, 5.9895, 11.7991, -0.0958, -0.0662, 0.2511
Si, 5.6536, 7.2426, 12.918, 0.0822, 0.33, 0.0826
Si, 11.0509, 7.5736, 13.5239, 0.0491, -0.0172, 0.2735
O, 1.3367, 3.1941, 16.97, -0.0292, -0.0902, 0.0507
O, 10.2888, 7.2279, 14.9379, 0.0803, 0.1562, -0.2841
O, 6.9013, 6.3986, 13.5375, 0.0778, -0.0781, 0.0515
O, 3.599, 4.5903, 15.4017, -0.0338, -0.0876, -0.1341
O, 10.0602, 10.9428, 16.2065, 0.0535, 0.0082, -0.0902
O, 7.9078, 10.4984, 12.181, 0.0421, -0.1272, -0.3736
O, 11.3278, 11.4006, 13.7747, 0.215, -0.0883, -0.141
O, 5.4128, 8.3916, 14.0582, -0.0546, -0.0061, -0.2095
O, 5.0804, 5.5986, 17.3442, -0.0432, -0.0959, -0.0136
O, -2.8097, 1.0736, 14.259, 0.0207, -0.0275, -0.0158
O, 8.2686, 4.8808, 11.9434, 0.0227, -0.0618, -0.3047
O, 11.9966, 8.9147, 13.6369, 0.0362, 0.227, -0.1738
O, 9.8298, 5.4821, 28.3249, -0.0351, 0.0254, -0.1307
O, 5.36, 9.4781, 29.576, -0.1633, 0.069, 0.0948
O, 1.8235, 5.4089, 30.6328, -0.0401, 0.3405, 0.3057
O, 2.0686, 7.701, 29.35, 0.2077, -0.0764, 0.2429
O, 0.6498, 9.8544, 28.7162, -0.0771, -0.0323, 0.0221
O, 12.8041, 1.3469, 27.8424, 0.1045, -0.1453, 0.1038
O, 0.298, 3.2247, 30.2571, -0.0017, 0.1422, 0.2341
O, 6.8443, 4.811, 29.4059, 0.0454, -0.074, 0.1367
O, 6.9194, 7.4249, 29.1789, -0.0101, 0.1327, -0.0261
O, 3.6954, -0.6839, 31.4521, 0.1631, 0.049, 0.0768
O, 11.0286, 7.5793, 29.4474, -0.3124, -0.0465, 0.0463
O, 7.9573, 9.9345, 29.5793, 0.028, 0.1892, 0.2842
Si, 5.2879, 4.2047, 18.169, 0.0069, 0.0239, -0.1455
Si, 9.0473, 10.8698, 17.4811, -0.066, -0.0351, 0.0303
Si, 3.0449, 2.1042, 25.0476, -0.0959, -0.1114, 0.0867
Si, 6.7664, 9.0163, 28.9092, 0.0974, -0.0923, -0.0873
Si, 0.2593, 3.147, 20.2667, -0.1188, -0.1461, -0.1125
Si, 2.0129, 5.8365, 22.0445, 0.0191, 0.0295, 0.0138
Si, 11.1548, 6.2162, 23.5128, -0.0272, 0.0415, 0.0769
Si, 4.2326, 7.9272, 22.5888, 0.0035, 0.1474, -0.0698
Si, 9.6657, 4.0362, 27.5672, 0.03, 0.1138, -0.0083
Si, 10.532, 11.1381, 24.9434, -0.0248, 0.0244, 0.0571
Si, 12.0456, 2.2276, 26.7158, -0.0816, -0.0817, -0.146
Si, 0.6883, 8.2265, 28.6235, 0.0015, -0.0974, -0.0797
Si, 8.9764, 6.2532, 18.585, -0.049, 0.107, -0.1429
Si, 4.7768, 9.4516, 19.9967, 0.0882, 0.0353, -0.1284
Si, 2.6705, 11.0338, 18.5741, 0.0444, -0.0681, -0.1268
Si, 4.626, 12.254, 20.3268, 0.1277, 0.014, -0.1213
Si, 4.0477, 3.5837, 22.4639, -0.0258, -0.0617, 0.0821
Si, 7.3901, 11.6415, 24.4805, 0.0386, -0.0947, -0.0236
Si, 8.2745, 13.279, 22.3693, 0.0298, -0.0138, -0.0297
Si, 5.7806, -0.9151, 26.3144, -0.0705, 0.0881, -0.1057
Si, 3.3037, 9.8018, 24.8245, -0.0239, 0.061, 0.0551
Si, 0.4463, 8.5145, 25.5565, -0.0127, 0.1367, 0.0282
Si, 11.164, 1.1044, 22.0815, -0.0438, -0.1005, 0.1041
Si, 4.2365, 11.3983, 15.9941, 0.094, 0.0559, 0.0515
Si, 7.1616, 3.2479, 29.0294, 0.2798, 0.3044, -0.0537
Si, 4.8471, 8.3881, 15.5801, 0.1003, -0.0334, 0.1995
Si, 11.3392, 0.3547, 19.3977, -0.0795, -0.0077, -0.1106
Si, 12.0096, 3.455, 15.6486, 0.0487, 0.1867, 0.0571
Si, 2.257, 3.9794, 18.0676, 0.0282, 0.2051, -0.1781
Si, 6.9847, 8.5744, 17.9009, 0.1173, 0.0714, -0.006
Si, 3.6749, 5.786, 16.5089, -0.073, 0.1191, 0.1579
Si, 6.3093, 5.6887, 23.095, 0.017, -0.0328, -0.0721
Si, 5.7046, 2.0248, 26.5755, -0.0685, -0.1853, -0.2784
Si, 9.9199, -5.1852, 15.5538, 0.0899, -0.0108, 0.2483
Si, 8.6978, 4.5961, 24.6264, 0.0081, -0.0405, -0.0818
Si, 6.5138, 12.609, 17.7364, 0.0321, -0.0865, -0.1122
Si, 7.2417, 4.5768, 20.4635, 0.0309, 0.0719, -0.1064
Si, 11.1147, 6.0464, 20.6528, -0.0996, -0.0088, -0.1558
O, 4.6424, 2.4841, 21.4302, -0.0328, 0.0396, 0.0131
O, 10.4903, 6.6303, 22.0616, 0.0181, 0.0003, 0.0002
O, 6.1073, 9.2467, 19.0888, -0.1198, 0.0194, 0.0799
O, 2.8542, 7.0765, 22.6533, -0.0416, -0.0576, 0.015
O, 5.4742, 7.0833, 23.2494, 0.0096, 0.0089, 0.0443
O, 3.5101, 9.6645, 18.9506, -0.011, -0.016, 0.0861
O, -0.7211, 4.4149, 20.5673, 0.0173, -0.0034, 0.0489
O, 10.1007, 5.3519, 24.3569, 0.0013, -0.0061, 0.006
O, 4.117, 9.812, 15.7203, -0.0819, -0.2411, -0.0094
O, 4.5666, 8.2069, 21.0125, -0.0349, -0.0812, 0.0749
O, 9.2882, 5.9151, 17.0376, 0.0072, -0.0317, -0.1049
O, 8.078, 9.5987, 17.2918, 0.0036, -0.0186, -0.0218
O, 5.7972, 1.5265, 19.1969, -0.0531, -0.029, 0.1142
O, 3.8165, 3.4625, 18.1961, -0.0331, -0.0325, 0.0788
O, 1.8841, 9.1032, 25.1132, -0.0153, -0.03, 0.032
O, 10.9376, 9.7074, 25.584, 0.0298, -0.0573, 0.0319
O, 4.9514, 10.7765, 20.9442, -0.0189, 0.0208, 0.0144
O, 8.6512, 14.2512, 23.6224, -0.0017, 0.0709, 0.0352
O, 3.0428, 4.623, 21.712, -0.0458, 0.0404, -0.0741
O, 6.3682, 3.2617, 17.3743, -0.0305, 0.0266, -0.0043
O, 3.0924, 0.4817, 24.8388, 0.0032, -0.0089, 0
O, 9.6277, 1.6013, 21.8822, -0.0416, 0.0123, -0.0474
O, 9.9944, -0.3016, 18.7825, 0.0609, 0.0009, 0.0657
O, 4.2733, 13.5041, 26.0163, 0.1217, 0.0416, 0.065
O, -0.0498, 7.481, 24.4288, -0.0297, -0.025, -0.0429
O, 6.4899, -0.6055, 24.8634, -0.0329, -0.0127, 0.0549
O, 8.9355, 0.2667, 24.7131, -0.0046, 0.0138, -0.0011
O, 8.7564, 3.0911, 28.5696, -0.1774, -0.1277, 0.0952
O, 7.237, 12.1292, 22.9262, 0.0218, 0.0446, 0.0142
O, 3.6903, 7.2543, 15.8339, -0.0192, -0.0351, -0.0472
O, 3.0465, 11.6459, 17.0993, 0.0051, -0.0088, 0.0131
O, 5.2959, 4.4025, 23.1237, 0.0225, 0.0332, 0.0572
O, 7.3889, 5.5392, 24.3207, -0.0464, 0.0185, 0.0176
O, 5.8089, 4.5213, 19.6771, -0.017, -0.0158, 0.1086
O, 11.1937, 1.9986, 19.2962, 0.0647, 0.0363, 0.0437
O, 14.0077, 5.5501, 17.547, 0.0877, -0.0367, -0.0014
O, 7.1153, 5.681, 21.6623, -0.0055, 0.031, 0.043
O, 6.8672, 1.946, 25.4173, -0.0439, 0.0504, 0.0636
O, 12.6699, -0.1618, 18.6103, 0.0155, -0.0233, 0.0142
O, 8.386, 4.9593, 19.376, -0.0328, -0.0805, 0.1012
O, 8.7811, 4.1847, 26.1987, 0.038, 0.0334, 0.0293
O, 11.4489, 10.8627, 20.979, 0.0246, 0.0706, 0.0067
O, 1.1417, 6.3208, 20.724, 0.0289, 0.0054, 0.0155
O, 5.5291, 11.4315, 27.1167, 0.0187, -0.0189, 0.084
O, 3.9294, 9.3095, 23.402, 0.0581, -0.1125, -0.124
O, 1.5558, 3.7659, 19.5065, 0.0468, 0.016, 0.0849
O, 10.8782, 1.3571, 26.0089, 0.067, 0.0304, 0.028
O, 3.1128, 12.1524, 19.688, -0.0033, 0.0323, 0.0572
O, 10.3446, 6.726, 19.3753, 0.1168, -0.0276, 0.1612
O, 6.0511, 8.1495, 16.6464, -0.0948, -0.0212, -0.0545
O, 11.3805, 0.4915, 23.5707, 0.0386, 0.0449, -0.1205
O, 7.6195, 3.1315, 21.1162, -0.0004, -0.0313, 0.0262
O, 13.2235, 2.6334, 25.6606, -0.0006, 0.0392, 0.0002
O, 6.1744, 3.006, 27.7521, -0.0302, -0.0035, 0.0893
O, 3.2158, 2.813, 23.6129, 0.0233, 0.0789, -0.1153
O, 11.1963, 3.4958, 27.2995, -0.0536, 0.0692, 0.1054
O, 5.7245, 11.6925, 16.6353, -0.0469, 0.1187, 0.0643
O, 0.5853, 7.8226, 27.0373, 0.02, -0.0107, 0.0311
O, 8.0895, 1.2534, 17.705, 0.0059, 0.0006, 0.0079
O, 0.9184, 5.3659, 23.179, 0.0614, -0.0068, 0.0049
O, 4.3396, 9.328, 26.0069, 0.0886, 0.0173, 0.0273
O, 12.993, -7.573, 14.3465, 0.1358, 0.0613, -0.0493
O, 12.1571, 2.3724, 21.7008, 0.0098, 0.0386, 0.0202
O, 7.7958, 7.3605, 18.5996, -0.0342, -0.0055, 0.073
O, 9.9386, -3.2633, 12.3225, -0.1936, 0.046, -0.383
O, 6.7366, -1.8067, 27.2734, 0.0579, -0.0243, 0.1721
O, 10.8267, 2.3688, 15.5065, -0.0933, -0.0796, -0.0749
O, 3.1981, -0.2263, 28.8122, 0.2216, -0.0508, 0.0525
O, 15.9271, 17.2573, 12.8714, -0.3339, -0.2967, -0.1515
O, 9.3445, 1.8208, 11.8305, 0.1803, 0.0919, -0.1047
O, 11.2977, 4.9076, 15.7348, 0.002, 0.0026, -0.0015
O, 8.874, 4.9733, 14.5713, -0.2024, -0.0732, -0.1885
O, 6.6505, 3.7223, 13.6923, -0.1207, -0.245, -0.0675
O, 1.5133, 11.7663, 30.3776, 0.2671, -0.2256, -0.0948
O, -6.5578, 1.1738, 30.1531, 0.2245, 0.0115, -0.0382
O, 12.0458, 6.309, 13.2388, -0.0333, 0.0027, -0.1251

Results
free energy: -180196.131 eV
free energy less fixed offsets of O -568.88, Si -635.61 eV per atom: 0.209 eV

The program warned: the cutoff lies below the one the program advises for these potential files; the exchange-correlation potential is rough where the density is thin.
